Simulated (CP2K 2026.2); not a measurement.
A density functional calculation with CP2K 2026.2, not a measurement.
Periodic cell of 506 atoms, Si360O144H2, from a study of silicon, its oxide and their interface. The atomic structure is a simulated model.
Doubt: the forces sum to 1.46 eV/angstrom along one axis rather than to zero, so they err by at least 0.0029 eV/angstrom per atom on average; the grid cutoff is modest.

Settings
functional: PBE
method: Gaussian and plane waves
basis set: DZVP-MOLOPT-SR-GTH
pseudopotentials: GTH-PBE
grid cutoff: 350 Ry, relative cutoff 50 Ry
k points: Gamma only
occupations: fixed
spin: none
net charge: 0

Cell vectors (angstrom)
a	16.32	0	0
b	0	16.32	0
c	0.241	8.0849	34.2702

Atoms and the computed forces on them: element, x, y, z (angstrom), force x, y, z (eV/angstrom)
Si	1.549	14.845	0.102	-0.251	0.075	-0.28
Si	4.198	1.336	0.131	0.041	0.116	-0.332
Si	1.235	12.464	34.04	-0.029	-0.213	-0.258
Si	4.315	6.552	0.117	0.017	0.043	-0.259
Si	1.214	9.745	0.136	0.002	0.048	-0.287
Si	3.811	12.565	0.084	0.23	-0.198	-0.481
Si	6.458	15.309	0.059	0.104	-0.036	-0.585
Si	9.85	1.085	0.179	-0.122	0.067	-0.404
Si	6.603	4.447	0.066	0.063	-0.135	-0.143
Si	9.417	6.986	0.125	0.015	0.081	-0.123
Si	7.193	9.127	0.23	-0.162	0.086	-0.36
Si	9.999	19.999	34.269	-0.099	0.138	-0.283
Si	12.284	23.232	34.263	0.099	-0.146	-0.417
Si	14.571	1.553	0.331	-0.009	0.011	-0.094
Si	12.506	3.889	0.106	0	-0.003	-0.335
Si	15.138	6.7	0.135	-0.085	0.027	-0.237
Si	12.048	9.752	0.11	0.054	0.014	-0.224
Si	15.27	11.916	0.178	-0.047	0.034	-0.392
Si	2.664	16.44	1.424	0.005	-0.18	-0.089
Si	5.444	2.842	1.417	0.142	0.06	-0.255
Si	2.669	5.365	1.292	-0.032	0.058	-0.202
Si	5.484	8.096	1.48	0.063	-0.021	-0.235
Si	2.775	10.907	1.43	-0.046	0.17	-0.127
Si	5.457	13.646	1.382	-0.17	-0.031	-0.055
Si	8.165	16.31	1.38	-0.011	-0.015	-0.033
Si	10.911	2.745	1.442	0.114	-0.051	-0.065
Si	8.192	5.476	1.463	-0.03	0.015	-0.225
Si	10.918	8.195	1.484	-0.066	-0.005	-0.279
Si	8.228	10.839	1.448	0.024	-0.043	-0.148
Si	10.876	13.559	1.333	-0.006	-0.056	-0.264
Si	13.459	16.27	1.563	-0.055	0.068	-0.186
Si	16.301	2.786	1.338	-0.06	0.097	-0.303
Si	13.611	5.475	1.463	0.085	-0.041	-0.169
Si	0.033	8.195	1.47	-0.014	0.004	-0.176
Si	13.631	10.856	1.478	-0.07	-0.007	-0.165
Si	16.309	13.63	1.421	0.102	0.012	-0.158
Si	1.304	1.441	2.774	-0.026	-0.001	0.006
Si	4.018	4.091	2.786	-0.028	0.025	0.07
Si	1.416	6.795	2.758	-0.031	-0.049	0.022
Si	4.135	9.532	2.773	-0.049	-0.015	0.06
Si	1.381	12.274	2.812	0.055	0.04	0.142
Si	4.078	15.022	2.769	-0.024	0.044	0.182
Si	6.836	1.432	2.747	-0.067	-0.1	0.089
Si	9.527	4.083	2.796	0.01	-0.003	0.07
Si	6.827	6.783	2.88	-0.008	-0.028	0.183
Si	9.562	9.538	2.876	0.074	0.019	0.163
Si	6.813	12.241	2.737	-0.006	0.018	-0.024
Si	9.483	14.895	2.754	0.086	0.078	0.009
Si	12.178	1.375	2.895	-0.093	-0.068	0.224
Si	14.989	4.11	2.819	0.035	0.101	0.049
Si	12.25	6.812	2.826	-0.02	-0.025	0.062
Si	14.953	9.492	2.853	0.023	-0.023	0.144
Si	12.268	12.28	2.785	0.02	-0.001	0.052
Si	14.932	14.955	2.808	0.096	-0.053	0.082
Si	16.299	16.353	4.141	-0.027	-0.011	0.041
Si	2.696	2.728	4.18	0.044	0.032	0.02
Si	0.039	5.477	4.188	-0.045	-0.099	-0.108
Si	2.758	8.173	4.146	0.011	-0.042	0
Si	16.328	10.892	4.188	0.026	0.056	-0.102
Si	2.74	13.649	4.194	-0.036	-0.029	-0.217
Si	5.462	16.378	4.148	-0.021	-0.061	-0.164
Si	8.172	2.739	4.183	-0.014	-0.037	-0.036
Si	5.402	5.431	4.193	0.055	0.06	-0.073
Si	8.18	8.175	4.235	-0.033	0.015	-0.092
Si	5.467	10.904	4.146	-0.029	-0.016	0.048
Si	8.142	13.575	4.164	0.061	0.029	0.01
Si	10.811	16.283	4.191	-0.01	0.124	-0.063
Si	13.613	2.736	4.207	0.031	-0.052	-0.112
Si	10.88	5.447	4.18	0.013	0.012	-0.015
Si	13.601	8.145	4.226	0.061	0.031	-0.015
Si	10.928	10.924	4.207	-0.043	-0.087	-0.077
Si	13.608	13.607	4.203	-0.068	0.018	0.012
Si	1.351	14.974	16.532	0.008	0.009	0.001
Si	4.088	17.686	16.525	0	-0.027	0.033
Si	1.341	4.082	16.522	-0.023	0.028	0.024
Si	4.09	6.79	16.542	0.025	-0.05	0.024
Si	1.36	9.516	16.512	0.04	-0.015	0.017
Si	4.112	12.276	16.504	-0.025	-0.008	0.01
Si	6.843	15.024	16.563	-0.036	-0.02	0.053
Si	9.513	17.712	16.621	0.009	0.014	0.08
Si	6.814	4.078	16.572	-0.006	-0.015	0.031
Si	9.551	6.812	16.558	-0.007	0.029	0.053
Si	6.824	9.506	16.54	0.03	0.009	0.022
Si	9.578	12.291	16.528	-0.02	-0.084	-0.004
Si	12.197	14.97	16.537	0.019	0.102	0.004
Si	14.946	17.714	16.562	-0.033	-0.015	0.032
Si	12.222	4.072	16.617	0.005	0.024	0.091
Si	14.944	6.814	16.544	-0.02	0.045	0.036
Si	12.272	9.544	16.555	0.009	-0.02	0.035
Si	14.952	12.248	16.509	-0.001	0	0.034
Si	2.692	16.363	17.893	0.023	-0.042	0.099
Si	5.47	18.988	17.924	-0.056	0.091	0.097
Si	2.697	5.426	17.888	-0.021	-0.002	0.131
Si	5.478	8.118	17.922	-0.053	0.035	-0.035
Si	2.767	10.871	17.829	-0.014	0.004	-0.066
Si	5.455	13.659	17.877	0.025	-0.022	0.038
Si	8.174	16.356	18.034	-0.028	0.02	-0.018
Si	10.834	19.073	18.054	0.021	-0.032	0.113
Si	8.179	5.461	17.93	0.013	-0.037	-0.034
Si	10.952	8.149	17.927	-0.052	0.053	0.066
Si	8.233	10.894	17.834	0.056	0.097	0.083
Si	10.887	13.635	17.987	0.024	0.007	0.022
Si	13.528	16.356	17.879	-0.074	-0.078	0.05
Si	16.309	19.081	17.942	0.049	-0.038	-0.012
Si	13.63	5.431	17.953	-0.045	0.072	-0.045
Si	16.277	8.211	17.903	0.024	-0.093	0.112
Si	13.597	10.945	17.939	0.06	-0.048	0.034
Si	16.322	13.575	17.876	0.001	0.053	0.069
Si	1.311	17.689	19.305	0.058	0.062	-0.18
Si	4.047	20.322	19.236	-0.081	-0.102	-0.168
Si	1.287	6.789	19.241	-0.015	-0.001	-0.084
Si	4.108	9.523	19.209	-0.046	-0.022	-0.018
Si	1.418	12.194	19.203	-0.04	-0.03	-0.061
Si	4.069	15.013	19.251	0.044	0.099	-0.169
Si	6.801	17.713	19.44	-0.091	-0.01	0.109
Si	9.455	20.503	19.435	0.029	-0.029	0.065
Si	6.832	6.768	19.33	-0.006	0.036	0.019
Si	9.607	9.574	19.241	0.019	0.045	-0.123
Si	6.882	12.285	19.162	0.037	-0.115	-0.222
Si	9.533	14.973	19.406	0.024	0.063	0.002
Si	12.214	17.65	19.394	0.063	-0.074	-0.017
Si	14.975	20.42	19.365	-0.003	0.004	0.021
Si	12.308	6.79	19.342	0.018	0.017	-0.104
Si	14.979	9.626	19.326	0.054	0.044	-0.051
Si	12.267	12.293	19.375	0.023	0.005	-0.036
Si	14.871	14.937	19.163	-0.128	0.047	-0.227
Si	16.185	16.275	20.479	0.143	-0.024	0.391
Si	2.7	18.989	20.703	0.06	0.018	0.141
Si	16.324	5.449	20.769	0.065	0.212	0.202
Si	2.649	8.216	20.51	0.008	-0.011	0.238
Si	16.422	10.959	20.709	0.015	-0.017	0.31
Si	2.755	13.567	20.522	0.245	-0.066	0.355
Si	5.355	16.305	20.758	0.003	-0.008	0.228
Si	8.044	19.19	20.896	-0.192	0.003	0.157
Si	5.38	5.353	20.588	-0.004	-0.011	0.195
Si	8.25	8.215	20.579	0	0.048	0.202
Si	5.563	10.877	20.45	0.019	0	0.28
Si	8.131	13.581	20.681	-0.058	-0.04	0.19
Si	10.858	16.284	20.878	0.126	0.088	0.074
Si	13.649	19.024	20.725	-0.065	-0.134	0.046
Si	10.936	5.51	20.787	-0.058	0.01	0.286
Si	13.654	8.219	20.667	0.027	0.008	0.155
Si	10.933	10.913	20.728	-0.134	-0.059	0.142
Si	13.663	13.656	20.723	0.085	0.074	0.242
Si	1.214	14.827	21.707	-0.449	0.046	0.125
Si	4.092	17.756	22.207	0.124	0.024	-0.047
Si	1.696	20.654	22.021	-0.002	0.039	0.309
Si	3.795	6.611	21.717	-0.027	0.126	0.233
Si	1.235	9.325	22.061	0.005	-0.043	0.094
Si	4.404	12.378	21.776	-0.063	-0.082	0.123
Si	6.475	14.637	22.007	-0.089	0.029	0.296
Si	9.702	17.999	22.066	-0.065	-0.044	0.324
Si	6.173	20.199	22.282	0.052	0.25	0.014
Si	9.859	7.275	22.011	-0.103	-0.133	0.123
Si	7.069	9.747	21.9	-0.072	-0.128	0.174
Si	9.242	11.977	22.004	0.076	-0.03	0.343
Si	12.567	15.168	22.2	0.024	-0.079	0.337
Si	14.787	17.414	22.041	0.105	0.175	0.129
Si	12.055	20.118	22.045	0.057	0.205	0.285
Si	15.245	7.159	22.045	-0.083	-0.086	0.171
Si	12.174	9.396	22.072	0.028	0.004	0.26
Si	15.399	12.663	22.027	0.027	-0.163	-0.004
Si	5.336	8.229	24.055	0.072	-0.187	0.073
Si	7.322	15.048	24.98	-0.023	-0.097	0.549
Si	9.629	6.423	24.779	-0.062	-0.014	0.584
Si	12.205	21.208	24.892	-0.252	-0.149	0.519
Si	10.484	13.347	29.163	-0.118	0.1	-0.428
Si	7.6	12.774	28.873	0.033	0.161	-0.127
Si	11.376	18.733	26.59	0.103	-0.13	0.341
Si	3.175	21.297	26.742	0.155	-0.019	0.415
Si	15.354	17.823	30.009	0.188	0.134	-0.444
Si	11.521	13.846	32.093	-0.134	-0.094	-0.303
Si	0.597	11.534	31.147	-0.044	0.072	-0.643
Si	16.11	17.503	24.914	-0.276	-0.004	0.518
Si	13.674	16.133	32.088	0.134	0.233	-0.373
Si	0.809	20.269	24.972	0.091	0.219	0.558
Si	9.23	19.194	28.712	-0.044	0.011	-0.158
Si	15.548	10.685	26.856	0.162	-0.001	0.363
Si	4.788	9.642	31.479	-0.023	0.048	-0.573
Si	12.248	13.664	25.099	0.023	0.166	0.569
Si	2.75	10.218	29.172	-0.05	-0.183	-0.241
Si	3.31	16.5	32.188	-0.062	0.039	-0.346
Si	12.802	10.064	30.434	0.031	0.069	-0.577
Si	8.78	7.195	30.028	-0.026	0.08	-0.338
Si	14.821	6.109	24.916	0.204	0.135	0.6
Si	7.386	11.45	31.454	-0.155	0.082	-0.549
Si	15.273	8.946	31.847	-0.023	-0.049	-0.617
Si	12.983	14.579	27.943	-0.026	-0.014	0.035
Si	14.107	17.37	27.27	-0.002	0.01	0.176
Si	6.715	17.349	29.004	-0.035	0.142	-0.214
Si	3.98	19.023	28.802	-0.021	-0.055	-0.113
Si	9.845	20.778	31.294	0.022	0.103	-0.569
Si	2.541	16.031	24.467	0.067	-0.028	0.473
Si	8.962	17.621	25.103	0.194	0.198	0.632
Si	12.624	22.121	31.249	-0.182	0.108	-0.501
Si	2.786	14.915	27.24	-0.022	-0.22	0.44
Si	8.059	20.433	26.276	-0.093	-0.002	0.506
Si	14.611	12.386	29.391	0.041	-0.02	-0.233
Si	3.28	10.432	24.127	-0.029	0.222	0.205
Si	10.029	7.935	27.357	0.132	0.034	0.248
Si	2.028	7.162	28.673	0.004	0.053	-0.272
Si	9.537	11.078	27.5	0.092	-0.104	0.036
Si	4.962	20.418	31.254	-0.057	0.031	-0.431
Si	2.176	11.871	26.646	-0.217	0.083	0.539
Si	13.76	11.105	24.288	0.045	-0.082	0.198
Si	1.959	16.665	29.496	-0.083	0.217	-0.481
Si	0.875	23.03	31.373	0.017	-0.186	-0.42
Si	15.535	7.646	27.458	-0.053	0.097	0.203
Si	12.677	7.678	28.717	0.118	0.06	-0.246
Si	15.216	20.658	31.5	0.076	-0.072	-0.552
Si	9.854	9.804	31.463	0.166	-0.235	-0.538
Si	6.1	17.91	31.735	0.224	-0.078	-0.57
Si	5.737	21.815	25.087	-0.097	-0.2	0.692
Si	9.499	12.837	25.012	-0.135	-0.027	0.528
Si	5.782	14.773	27.448	-0.094	0.015	0.243
Si	6.123	23.259	31.316	0.165	0.024	-0.456
Si	1.352	15.007	5.538	0.049	-0.04	-0.028
Si	4.082	1.38	5.546	-0.002	-0.013	-0.054
Si	1.367	4.097	5.57	-0.002	0.035	-0.052
Si	4.082	6.82	5.563	0.041	0.033	-0.024
Si	1.384	9.524	5.539	-0.033	-0.003	-0.045
Si	4.103	12.258	5.537	-0.028	0.042	-0.035
Si	6.8	14.98	5.528	-0.016	0.022	-0.078
Si	9.5	1.36	5.567	-0.03	-0.058	-0.014
Si	6.789	4.084	5.554	-0.037	-0.031	-0.022
Si	9.538	6.802	5.58	-0.022	0.002	-0.017
Si	6.801	9.551	5.562	0.048	-0.018	-0.016
Si	9.524	12.254	5.564	0.009	-0.004	-0.05
Si	12.226	14.968	5.56	0.022	-0.008	-0.043
Si	14.965	1.365	5.564	-0.021	0.032	-0.021
Si	12.246	4.099	5.565	-0.008	0.001	-0.042
Si	14.985	6.806	5.58	-0.005	-0.005	-0.029
Si	12.259	9.537	5.581	0	0.023	-0.027
Si	14.971	12.249	5.572	0.003	-0.031	-0.043
Si	2.722	16.342	6.922	-0.009	-0.009	0.009
Si	5.437	2.729	6.933	0.012	0.002	0.008
Si	2.727	5.458	6.937	-0.006	-0.006	0.027
Si	5.446	8.181	6.931	-0.02	0.002	0.001
Si	2.739	10.895	6.913	0.017	-0.006	-0.01
Si	5.449	13.621	6.917	0.001	-0.023	0.011
Si	8.145	16.324	6.933	0.004	0.038	0.023
Si	10.879	2.727	6.924	0.023	-0.022	-0.009
Si	8.156	5.445	6.93	0	0.037	0
Si	10.892	8.175	6.946	-0.008	0.002	-0.003
Si	8.166	10.898	6.938	-0.002	-0.013	0.012
Si	10.878	13.613	6.941	-0.009	0.011	0.01
Si	13.594	16.33	6.928	-0.008	0.014	0.001
Si	16.324	2.732	6.933	0.003	-0.016	0.018
Si	13.611	5.451	6.942	0.017	-0.015	-0.001
Si	16.344	8.178	6.935	-0.002	0.004	-0.002
Si	13.617	10.894	6.95	0.018	-0.016	0.013
Si	16.331	13.628	6.923	-0.021	0.022	0.001
Si	1.367	17.696	8.306	0.011	0.018	0.007
Si	4.085	4.095	8.309	0.013	0.024	0.002
Si	1.371	6.814	8.314	-0.003	-0.006	0
Si	4.089	9.539	8.305	0.004	-0.006	0.003
Si	1.377	12.259	8.289	-0.003	-0.008	-0.008
Si	4.082	14.974	8.294	-0.008	0.002	-0.006
Si	6.793	17.688	8.307	-0.029	-0.043	0.007
Si	9.52	4.087	8.3	-0.019	-0.005	-0.003
Si	6.805	6.816	8.304	0.005	0.007	-0.002
Si	9.523	9.534	8.312	-0.007	-0.009	0.003
Si	6.805	12.263	8.303	0.019	0.015	0.007
Si	9.516	14.975	8.307	0.019	0.006	0.003
Si	12.24	17.693	8.302	0.007	0.005	0.004
Si	14.965	4.087	8.311	-0.016	-0.008	-0.001
Si	12.252	6.813	8.313	0.013	0.017	0.003
Si	14.981	9.533	8.312	0	0.02	0.007
Si	12.244	12.254	8.311	-0.01	-0.017	-0.001
Si	14.962	14.976	8.301	0	-0.012	0.006
Si	16.321	16.337	9.678	0	-0.002	0.002
Si	2.724	2.735	9.683	-0.009	-0.008	-0.001
Si	16.326	5.449	9.681	-0.001	0.007	-0.003
Si	2.733	8.176	9.682	-0.001	0.008	0.001
Si	16.34	10.902	9.675	-0.006	-0.003	-0.005
Si	2.729	13.614	9.676	0.005	-0.005	-0.003
Si	5.435	16.33	9.679	0	0.008	-0.003
Si	8.16	2.729	9.673	0.014	0.003	0.001
Si	5.449	5.455	9.68	-0.005	0.003	0
Si	8.165	8.171	9.684	0.003	-0.001	0.008
Si	5.451	10.897	9.68	-0.014	-0.004	-0.001
Si	8.163	13.616	9.683	-0.004	-0.007	-0.002
Si	10.879	16.337	9.675	-0.006	-0.002	0
Si	13.599	2.73	9.68	0.011	0.003	0.008
Si	10.882	5.449	9.675	0.002	0.001	0.005
Si	13.614	8.173	9.68	0.001	-0.007	0.005
Si	10.885	10.893	9.684	0.007	0.004	-0.001
Si	13.604	13.618	9.679	0.003	0.006	0.002
Si	1.364	14.975	11.05	-0.003	-0.006	-0.005
Si	4.084	17.695	11.055	-0.008	-0.01	0
Si	1.36	4.09	11.058	0.009	0.006	0.001
Si	4.091	6.813	11.056	-0.002	0.002	-0.001
Si	1.373	9.537	11.052	0.005	0.002	-0.004
Si	4.091	12.256	11.054	0.008	-0.007	-0.004
Si	6.802	14.977	11.052	-0.001	0.005	0.002
Si	9.523	17.698	11.049	-0.004	-0.002	0.005
Si	6.809	4.092	11.052	0	0.005	-0.002
Si	9.526	6.808	11.056	-0.004	0.012	-0.002
Si	6.811	9.536	11.06	-0.005	-0.001	-0.003
Si	9.527	12.259	11.054	-0.009	-0.003	0.004
Si	12.241	14.981	11.05	0.005	-0.005	0.003
Si	14.957	17.694	11.057	-0.004	0.007	0.002
Si	12.239	4.091	11.053	-0.002	0.003	0
Si	14.966	6.808	11.053	0	-0.003	0.004
Si	12.247	9.529	11.051	0.009	0.003	0.005
Si	14.971	12.259	11.045	0.001	-0.008	-0.005
Si	2.723	16.335	12.426	0.003	0.016	-0.006
Si	5.449	19.053	12.425	0.001	0	0
Si	2.728	5.448	12.424	-0.007	0.008	-0.004
Si	5.456	8.166	12.433	-0.009	0.007	0
Si	2.732	10.894	12.428	-0.003	-0.011	-0.007
Si	5.455	13.611	12.431	-0.02	0.004	-0.004
Si	8.16	16.344	12.419	0	-0.025	-0.009
Si	10.881	19.053	12.431	-0.004	0.006	0.01
Si	8.174	5.442	12.433	-0.013	0.004	0.003
Si	10.888	8.167	12.429	-0.003	-0.013	0.005
Si	8.177	10.897	12.433	0.016	0.015	-0.003
Si	10.882	13.625	12.426	0.008	-0.003	0.003
Si	13.59	16.343	12.433	0.01	-0.017	0.002
Si	16.312	19.056	12.435	0.006	-0.007	0.004
Si	13.597	5.453	12.425	0.019	-0.001	0
Si	16.331	8.169	12.417	-0.007	0.016	-0.006
Si	13.611	10.894	12.412	-0.002	0.013	-0.009
Si	16.319	13.622	12.427	0.006	-0.012	0.001
Si	1.355	17.69	13.801	0.005	-0.02	-0.005
Si	4.088	4.088	13.798	-0.006	0.008	-0.011
Si	1.363	6.804	13.793	0.021	-0.01	-0.007
Si	4.094	9.529	13.801	-0.004	0.009	-0.011
Si	1.364	12.256	13.792	-0.005	0.017	-0.007
Si	4.096	14.981	13.793	0.01	-0.029	-0.006
Si	6.815	17.705	13.803	-0.018	0.002	0.002
Si	9.531	4.087	13.819	0.015	-0.012	0.002
Si	6.815	6.798	13.808	0.01	0.002	-0.011
Si	9.54	9.536	13.805	-0.021	0.003	-0.002
Si	6.828	12.264	13.811	-0.01	-0.029	0.001
Si	9.522	14.997	13.794	-0.036	0.024	-0.008
Si	12.228	17.697	13.818	0.015	0.006	0.014
Si	14.941	4.094	13.808	-0.02	0.033	-0.001
Si	12.24	6.803	13.81	-0.009	0.035	0.004
Si	14.963	9.525	13.781	0.032	-0.016	0.002
Si	12.252	12.256	13.781	0.02	-0.029	-0.007
Si	14.951	14.983	13.801	-0.01	0.013	-0.004
Si	16.302	16.345	15.18	0.017	-0.013	0.012
Si	2.721	19.05	15.164	0.016	0.014	-0.008
Si	16.307	5.458	15.167	0.038	0.008	-0.015
Si	2.733	8.154	15.161	-0.025	0.01	0.012
Si	16.32	10.884	15.149	-0.021	-0.008	-0.009
Si	2.724	13.626	15.154	0.009	-0.001	-0.003
Si	5.462	16.338	15.167	-0.021	0.004	-0.027
Si	8.174	19.049	15.199	-0.011	0.005	-0.008
Si	5.456	5.43	15.18	-0.037	0.015	0.01
Si	8.188	8.158	15.17	-0.006	0.018	-0.003
Si	5.47	10.885	15.166	-0.009	0.012	0.009
Si	8.185	13.644	15.182	0.03	0.021	0
Si	10.848	16.356	15.198	-0.003	-0.065	-0.028
Si	13.577	19.064	15.198	0.015	-0.033	-0.009
Si	10.897	5.435	15.201	-0.013	0.004	-0.01
Si	13.603	8.176	15.164	0.003	-0.011	-0.01
Si	10.914	10.899	15.169	0.006	0.041	-0.004
Si	13.583	13.624	15.166	0.02	-0.003	-0.004
O	13.025	9.935	23.407	-0.308	-0.024	-0.44
O	10.964	8.383	22.626	-0.174	0.043	-0.581
O	13.744	9.089	31.326	0.085	-0.178	0.546
O	15.306	8.567	33.421	-0.267	-0.041	0.179
O	0.346	18.944	33.855	-0.348	0.083	0.313
O	9.485	11.473	25.915	-0.046	0.106	-0.352
O	2.992	11.524	25.298	0.094	-0.188	-0.566
O	3.063	15.95	26.022	0.099	0.118	-0.434
O	7.596	12.051	32.944	0.161	0.007	0.523
O	8.917	21.407	25.326	0.172	0.019	-0.288
O	13.802	10.777	33.873	0.179	-0.033	0.35
O	8.126	10.861	22.525	0.26	-0.117	-0.342
O	1.421	23.458	32.838	0.159	0.249	0.431
O	10.695	13.788	25.583	0.119	-0.011	0.019
O	4.472	20.285	32.792	-0.026	0.059	0.754
O	0.504	6.924	28.136	-0.091	-0.165	-0.031
O	9.918	9.522	27.626	-0.029	0.105	0.063
O	14.476	6.712	23.447	-0.213	0.231	-0.379
O	10.907	19.035	22.553	-0.216	-0.08	-0.497
O	10.869	13.227	30.732	0.003	-0.159	0.673
O	1.501	10.805	30.011	-0.381	0.21	0.031
O	5.169	18.936	22.707	0.287	0.296	-0.186
O	4.471	7.377	22.991	0.187	-0.028	-0.26
O	5.43	13.443	22.549	-0.039	0.243	-0.721
O	13.571	16.429	22.552	0.076	0.02	-0.478
O	2.133	13.502	26.744	0.097	0.125	-0.416
O	9.492	9.788	33.042	-0.073	-0.084	0.516
O	14.779	20.523	33.059	-0.23	0.138	0.629
O	8.52	16.144	33.827	-0.138	0.037	0.682
O	14.919	18.136	28.46	-0.108	-0.022	-0.05
O	7.187	7.455	30.19	-0.278	0.072	-0.024
O	9.334	20.502	32.818	-0.183	-0.3	0.652
O	12.235	12.656	32.953	-0.064	-0.234	0.396
O	15.432	17.921	23.486	0.1	0.239	-0.488
O	5.581	8.265	34.132	0.112	0.009	0.103
O	12.732	20.537	23.503	0.25	-0.143	-0.438
O	1.758	15.533	28.338	-0.251	-0.098	0.168
O	8.126	18.92	25.663	-0.103	-0.162	-0.214
O	8.163	17.971	28.6	0.162	-0.092	0.23
O	4.922	8.027	31.363	-0.337	-0.142	0.082
O	2.824	17.881	28.839	0.043	-0.167	0.198
O	3.433	17.116	23.615	0.111	0.225	-0.279
O	1.728	21.022	26.077	-0.397	-0.039	-0.467
O	10.669	11.921	28.356	-0.103	0.055	0.07
O	15.46	19.231	30.788	-0.079	0.228	0.149
O	6.5	9.053	23.286	0.109	0.202	-0.042
O	6.825	17.925	33.157	0.122	0.183	0.335
O	4.312	9.317	24.74	0.193	0.108	0.17
O	9.492	7.628	25.864	-0.033	0.005	-0.328
O	8.997	17.543	23.489	0.105	-0.27	-0.667
O	3.86	15.219	33.006	0.166	-0.172	0.22
O	1.488	12.106	32.393	0.411	0.178	0.789
O	0.269	21.523	31.375	0.2	-0.197	-0.024
O	11.194	6.099	24.512	0.284	0.274	-0.285
O	6.929	22.982	32.721	0.33	-0.003	0.69
O	4.527	17.541	31.923	-0.082	0.129	0.207
O	14.837	11.936	23.398	0.232	0.128	-0.212
O	5.722	13.62	33.771	-0.08	0.027	0.378
O	11.186	8.077	33.85	0.044	-0.022	0.254
O	14.311	16.823	30.751	-0.211	-0.304	0.515
O	12.241	23.192	30.065	-0.078	-0.245	0.423
O	1.451	19.963	23.511	0.003	-0.041	-0.625
O	8.074	11.372	28.166	0.014	0.04	0.125
O	16.419	8.22	22.567	-0.261	-0.056	-0.469
O	3.883	11.327	22.922	0.182	0.109	-0.134
O	8.973	6.808	23.345	0.121	0.035	-0.353
O	12.812	22.753	32.747	0.021	0.397	0.443
O	2.734	5.562	22.445	-0.172	-0.166	-0.454
O	6.552	15.991	28.163	0.286	0.024	0.138
O	8.802	10.888	30.863	-0.041	0.087	-0.092
O	10.686	18.792	28.076	-0.03	-0.048	0.157
O	13.984	13.826	28.988	-0.073	-0.066	0.001
O	6.551	21.048	26.294	0.032	0.269	-0.118
O	14.005	21.432	30.744	-0.118	0.235	0.225
O	11.578	7.42	27.529	0.061	0.011	-0.298
O	15.846	21.205	24.717	-0.143	-0.092	-0.334
O	12.934	18.316	26.679	0.012	0.111	-0.264
O	0.169	13.813	22.589	-0.146	0.016	-0.384
O	9.826	12.566	23.442	0.246	0.061	-0.52
O	2.882	21.754	34.061	0.045	-0.094	0.275
O	8.213	16.268	25.602	0.009	-0.157	0.029
O	11.145	18.896	33.799	-0.008	0.003	0.425
O	3.711	19.975	27.521	-0.118	0.147	-0.234
O	9.096	7.153	28.435	0.101	-0.27	0.111
O	9.45	19.568	30.273	0.166	-0.118	0.326
O	12.597	14.991	31.657	0.048	-0.022	-0.049
O	11.441	14.454	28.452	-0.234	-0.096	-0.09
O	11.376	10.276	31.164	-0.147	-0.034	0.462
O	15.777	9.246	27.569	-0.171	-0.018	0.195
O	6.215	21.144	23.667	-0.07	-0.367	-0.628
O	15.961	10.397	31.758	-0.269	-0.093	0.456
O	12.934	17.283	32.968	-0.213	0.211	0.377
O	15.943	12.6	30.33	0.113	-0.134	0.261
O	5.994	7.128	25.086	-0.02	0.114	-0.072
O	15.457	7.247	25.889	0.141	-0.131	-0.49
O	2.062	23.067	30.25	0.177	-0.119	0.403
O	14.571	10.497	25.574	-0.358	-0.052	-0.451
O	5.922	14.943	25.832	0.083	-0.001	-0.34
O	4.236	14.674	27.934	0.047	-0.137	-0.037
O	10.332	14.479	33.01	0.032	0.19	0.099
O	2.113	17.233	33.011	-0.244	-0.155	0.141
O	3.983	9.974	32.872	-0.228	-0.069	0.902
O	0.673	11.303	26.446	0.089	0.022	-0.113
O	13.488	11.517	30.188	-0.249	0.083	0.088
O	13.162	14.113	26.385	0.194	0.078	-0.426
O	15.059	16.9	26.029	0.201	-0.023	-0.266
O	6.918	12.552	30.34	0.098	-0.06	0.203
O	13.384	16.131	28.001	-0.229	0.012	0.328
O	10.491	17.686	25.7	-0.226	0.025	-0.244
O	16.418	13.636	33.841	-0.052	0.072	0.291
O	13.491	21.844	25.652	0.036	0.029	-0.218
O	3.04	22.555	27.79	0.074	-0.049	-0.09
O	0.398	18.838	25.625	0.122	0.058	-0.106
O	12.413	14.532	23.735	-0.193	-0.054	-0.595
O	5.419	21.893	30.804	-0.173	0.101	0.168
O	9.131	22.11	30.725	0.054	-0.02	0.35
O	12.637	9.29	28.999	-0.19	0.203	0.024
O	0.508	17.152	29.99	-0.058	0.031	0.215
O	4.045	10.217	30.146	0.178	0.011	0.458
O	16.041	7.807	30.968	-0.306	0.178	0.008
O	7.031	15.317	23.411	0.163	-0.058	-0.565
O	6.281	10.268	31.533	-0.07	-0.304	0.156
O	5.461	18.344	28.631	0.139	-0.141	-0.11
O	0.959	16.423	24.609	-0.19	-0.098	-0.45
O	6.25	19.424	31.131	0.158	-0.157	0.01
O	8.617	20.429	27.817	-0.136	0.011	0.134
O	8.906	13.775	29.005	-0.02	-0.054	0.047
O	1.918	9.755	23.527	-0.059	-0.132	-0.234
O	2.469	8.731	28.551	0.164	0.127	-0.133
O	8.096	13.63	25.198	-0.23	-0.2	-0.211
O	6.476	13.39	27.9	0.138	-0.159	0.161
O	2.741	15.992	30.749	0.416	0.038	0.532
O	2.969	11.234	27.917	0.237	0.156	0.024
O	3.848	19.914	30.166	0.166	0.221	0.285
O	14.924	11.669	27.973	-0.176	0.063	-0.152
O	11.458	20.986	31.294	0.01	-0.18	-0.086
O	11.402	20.202	25.895	-0.023	0.423	-0.531
O	12.591	12.102	24.806	-0.146	-0.132	-0.057
O	14.846	15.467	32.995	0.221	-0.184	0.301
O	14.16	7.222	28.226	-0.007	-0.065	-0.041
O	6.742	16.938	30.591	0.113	-0.137	0.346
O	4.174	21.625	25.504	0.059	0.13	-0.329
O	9.651	8.368	30.732	0.137	0.054	0.519
H	1.802	16.005	22.382	-0.008	-0.064	-0.143
O	2.692	14.527	23.809	0.466	-0.123	-0.02
H	2.731	13.751	24.394	0.015	0.016	0.205

Results
total energy: -101689.119 eV
total energy less fixed offsets of H -15.91, O -438.35, Si -107.03 eV per atom: -4.099 eV
